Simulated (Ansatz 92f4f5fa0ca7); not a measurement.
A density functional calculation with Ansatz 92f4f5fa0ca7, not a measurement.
Periodic cell of 247 atoms, Si165O82, from a study of silicon, its oxide and their interface. The atomic structure is a simulated model.
Doubt: the cutoff is far below the 930 eV that the study's wrapper takes by default for these files, so forces and energies are approximate.
This geometry differs little from another in the collection (a relaxation step or a small displacement).

Settings: functional PBE; potential files Ansatz PAW; basis plane waves; wave-function cutoff 580 eV; density cutoff ratio 5; exchange-correlation grid ratio 1; k mesh 1 x 1 x 1, Gamma-centred; self-consistency stop 5e-08 eV per atom in the density residual; occupations fixed; spin none; net charge 0.

Cell vectors (angstrom)
a, 10.938, 0, 0
b, 0, 10.938, 0
c, 0, 0, 36.9315

Atoms: element, x, y, z (angstrom)
Si, 0, 0, 0.683
Si, 5.469, 0, 0.683
Si, 2.7345, 2.7345, 0.683
Si, 8.2035, 2.7345, 0.683
Si, 0, 5.469, 0.683
Si, 5.469, 5.469, 0.683
Si, 2.7345, 8.2035, 0.683
Si, 8.2035, 8.2035, 0.683
Si, 1.3673, 1.3673, 2.0503
Si, 6.8362, 1.3673, 2.0503
Si, 4.1018, 4.1018, 2.0503
Si, 9.5708, 4.1018, 2.0503
Si, 1.3673, 6.8362, 2.0503
Si, 6.8362, 6.8362, 2.0503
Si, 4.1018, 9.5708, 2.0503
Si, 9.5708, 9.5708, 2.0503
Si, 2.7345, 0, 34.88
Si, 8.2035, 0, 34.88
Si, 0, 2.7345, 34.88
Si, 5.469, 2.7345, 34.88
Si, 2.7345, 5.469, 34.88
Si, 8.2035, 5.469, 34.88
Si, 0, 8.2035, 34.88
Si, 5.469, 8.2035, 34.88
Si, 4.1018, 1.3673, 36.2472
Si, 9.5708, 1.3673, 36.2472
Si, 1.3673, 4.1018, 36.2472
Si, 6.8362, 4.1018, 36.2472
Si, 4.1018, 6.8362, 36.2472
Si, 9.5708, 6.8362, 36.2472
Si, 1.3673, 9.5708, 36.2472
Si, 6.8362, 9.5708, 36.2472
Si, -2.627, -3.9867, 17.2491
Si, 5.7908, -0.6202, 26.6195
Si, 4.1091, 6.9497, 24.6967
Si, 4.617, 1.3885, 21.5525
Si, -1.6716, 0.0898, 26.7472
Si, 1.0272, 8.5416, 20.0516
Si, 7.5288, 5.9589, 27.3623
Si, 7.6891, 10.6513, 24.137
Si, 4.1633, 6.824, 30.764
Si, 5.5681, 4.8123, 26.4209
Si, 3.8201, 7.4811, 18.9664
Si, 4.1853, 3.8238, 28.1535
Si, 0.4999, 6.2429, 21.8442
Si, 1.5947, 6.7163, 27.9761
Si, 3.4211, 10.365, 29.369
Si, 8.1334, 10.8065, 29.8081
Si, -0.5229, 3.1727, 29.4475
Si, 13.5993, 2.4278, 27.0018
Si, -1.7261, 1.738, 22.6214
Si, 8.6061, 6.3261, 25.287
Si, -2.3001, 4.9998, 29.3692
Si, 9.5863, 4.0187, 20.6885
Si, 1.4428, 9.469, 30.5397
Si, 2.8545, 5.3691, 29.4376
Si, 4.2171, 1.2258, 30.7481
Si, 9.5732, 1.4059, 30.835
Si, 1.3269, 4.0709, 30.7213
Si, 6.9583, 4.0152, 30.7487
Si, 5.2114, 8.6236, 29.5963
Si, 9.6163, 6.7222, 30.715
Si, 2.5595, 8.938, 26.1255
Si, 6.7534, 9.5183, 31.1159
Si, 0.1088, -0.0329, 32.0136
Si, 5.4481, 0.0227, 32.3446
Si, 2.7393, 2.6488, 32.0272
Si, 8.2231, 2.7069, 32.24
Si, 0.051, 5.4551, 32.1611
Si, 5.5444, 5.4278, 32.0838
Si, 2.7141, 8.1573, 32.0991
Si, 8.2459, 8.0763, 32.1649
Si, 1.3869, 1.3428, 33.4761
Si, 6.8456, 1.3877, 33.5983
Si, 4.0958, 4.0742, 33.4341
Si, 9.5905, 4.1159, 33.5301
Si, 1.3716, 6.8359, 33.5259
Si, 6.8377, 6.7896, 33.5307
Si, 4.0429, 9.5358, 33.5384
Si, 9.6091, 9.5645, 33.442
Si, 2.7441, 0.0168, 3.4119
Si, 8.2102, -0.0048, 3.4377
Si, -0.0225, 2.727, 3.3887
Si, 5.4558, 2.7432, 3.4291
Si, 2.7421, 5.5122, 3.4074
Si, 8.1725, 5.4582, 3.41
Si, -0.0039, 8.2231, 3.4494
Si, 5.4653, 8.2009, 3.4208
Si, 4.0539, 1.416, 4.7989
Si, 9.5623, 1.4002, 4.809
Si, 1.3092, 4.1571, 4.6811
Si, 6.786, 4.1334, 4.8161
Si, 4.0467, 6.9207, 4.8256
Si, 9.4922, 6.8533, 4.7652
Si, 1.3839, 9.6356, 4.8138
Si, 6.8351, 9.5486, 4.7925
Si, 0.0728, 0.1163, 6.1901
Si, 3.2175, 0.7835, 8.8066
Si, -1.273, -1.3478, 7.4279
Si, 10.7787, 2.9104, 9.0926
Si, -4.134, 1.3369, 7.467
Si, 3.0958, 2.746, 17.5661
Si, 0.8841, 4.6043, 10.4815
Si, 8.1644, 8.1737, 6.2221
Si, 4.13, -1.1606, 7.6505
Si, 10.8511, -2.8051, 8.8657
Si, 5.4577, 0.0095, 6.0908
Si, 10.8744, 5.4777, 6.0522
Si, 1.2385, 6.849, 7.4181
Si, 6.6721, 6.8455, 7.639
Si, 6.095, 14.5602, 10.3287
Si, 9.0276, 7.1751, 10.0834
Si, 2.9436, 1.1421, 11.1391
Si, 11.4044, -0.3843, 22.3407
Si, -1.395, 4.1649, 7.4977
Si, 5.3843, -2.599, 9.0665
Si, -1.5274, 9.2793, 18.9434
Si, 8.1754, 2.7646, 6.1729
Si, 5.3816, 5.5266, 6.169
Si, 8.2383, 10.8409, 8.7496
Si, 1.3325, 1.6122, 7.6267
Si, 5.4176, 1.6066, 12.6229
Si, 2.6218, 2.8512, 6.086
Si, 3.9523, 4.1767, 7.4824
Si, 7.4467, 9.1006, 10.1841
Si, 7.6188, 5.1696, 18.6832
Si, 2.7211, 8.3206, 6.2692
Si, 9.6356, 12.0636, 10.2299
O, 36.5515, -2.4382, 25.043
O, -27.3664, -3.2453, 14.8948
O, 23.209, -20.6327, 20.063
O, -1.9934, 10.5732, 25.198
O, 9.0251, 32.7394, 13.7595
O, 6.0714, -5.6381, 19.2261
O, -0.1423, -12.2405, 23.5312
O, -5.4673, 6.8934, 12.4211
O, 13.6507, -4.8177, 24.6589
O, -2.2988, 1.3757, 11.5441
O, -18.0472, 4.2977, 23.1613
O, 28.2679, -6.1561, 22.7182
O, 21.7909, 11.1211, 10.8539
O, 0.0794, 20.3963, 19.112
O, -26.3747, -20.3664, 17.6902
O, -14.889, 18.8679, 17.0304
Si, 7.4275, -2.0877, 21.4893
Si, 11.3823, 2.0375, 18.8861
Si, -12.5543, 18.2429, 14.3344
Si, 16.3988, -1.302, 20.5291
Si, 5.3218, -9.8499, 18.7677
Si, 10.7083, -4.3681, 11.638
Si, 34.1376, 19.278, 10.8315
Si, 24.3703, 5.5412, 8.8709
Si, 12.0887, 10.5666, 11.8139
Si, 24.3328, -18.3292, 11.9221
Si, 13.167, 1.6391, 21.4209
Si, 28.6527, 8.306, 27.7728
Si, 22.142, -8.6567, 27.3798
Si, 7.433, -19.3195, 16.9587
Si, 16.6068, -8.3815, 29.4076
Si, 15.454, 16.8894, 11.4572
Si, 25.3125, -7.8801, 14.5481
Si, 8.1045, -5.5635, 8.8939
Si, 8.9852, 9.2647, 28.2732
Si, 16.7635, 15.556, 15.3412
Si, -0.5643, 10.2828, 14.4553
Si, 6.4924, 6.4059, 22.9857
Si, -5.9106, 13.3464, 8.6207
Si, -7.4954, -21.8573, 27.0102
Si, 5.3384, 25.6123, 23.4528
Si, -0.0071, -2.7197, 24.329
Si, 16.5022, -14.5281, 16.4901
Si, 24.8149, -6.4569, 21.8126
Si, 21.8142, 8.0513, 29.2037
Si, 23.737, 4.9568, 25.3992
Si, 9.9091, -10.1689, 17.2407
Si, -4.0304, 11.8632, 28.1289
Si, 3.3984, -3.5791, 10.0822
Si, 26.3121, 5.1665, 19.1392
Si, -0.644, 3.7674, 24.7458
Si, 18.9499, -10.7244, 12.5326
Si, 28.255, -4.0124, 13.758
O, 22.9832, -46.0991, 25.4552
O, 15.889, 17.2012, 25.9123
O, 12.8473, 3.2237, 21.6942
O, -2.1251, -9.1385, 16.544
O, 17.6058, -5.5786, 14.1626
O, 37.6207, -0.2607, 21.6516
O, 25.8358, 15.4374, 20.5527
O, -11.4328, 3.1964, 19.5686
O, 43.2961, -51.4148, 26.2841
O, 10.1051, 0.5509, 21.8992
O, 21.1803, 17.3736, 13.2627
O, -22.3254, -6.0086, 21.7093
O, 22.5957, -17.3288, 24.3167
O, 21.0802, 19.6156, 14.6565
O, 7.8593, 12.0451, 23.2863
O, 6.6107, 3.2437, 15.7171
O, 3.8302, 23.2928, 18.1797
O, 4.9684, 6.9586, 23.3059
O, 45.023, -34.2344, 21.3403
O, 29.6204, 9.4716, 22.9906
O, 46.3891, -13.9909, 27.4095
O, -6.6517, 4.4159, 14.8601
O, 45.9013, -40.4909, 13.549
O, 26.3512, -10.2713, 11.667
O, 7.8564, 7.6158, 13.6237
O, -5.4261, -22.3771, 19.0828
O, 27.9048, 2.895, 11.8028
O, 28.532, 0.7685, 13.2296
O, 32.6618, 0.7212, 26.9565
O, 23.4424, -18.9718, 18.0684
O, 7.5978, 9.7993, 11.6975
O, 19.5202, 16.0306, 20.0023
O, 23.9571, 16.7844, 21.7975
O, 45.3957, 0.7187, 22.6742
O, -5.3975, -5.77, 10.4401
O, 0.2293, 40.0197, 20.5527
O, -6.6035, -3.0699, 17.4232
O, 29.0492, 7.2257, 21.742
O, 26.5202, -2.6803, 20.166
O, 32.5106, -32.7737, 15.9281
O, 16.6702, 27.5751, 16.579
O, -0.8762, -52.216, 23.8044
O, 5.3012, -8.7233, 22.8212
O, -2.7211, 1.3456, 27.1232
O, 8.9895, 10.6236, 18.1096
O, 50.0661, 21.5335, 25.0356
O, -18.2296, 15.6509, 12.1159
O, -39.2668, -8.9217, 13.8783
O, 22.5744, -0.3992, 13.4218
O, 5.6599, 3.7906, 25.0768
O, 9.107, 4.8744, 24.6927
O, 24.5089, 14.477, 25.7128
O, -14.2645, 3.9933, 9.7672
O, 41.5941, 2.875, 21.5402
O, 5.4555, -9.0636, 20.2062
O, 42.4892, -25.2282, 25.1816
O, 8.6389, 9.1121, 20.3895
O, 9.0173, -15.3122, 15.7862
O, 31.1918, 40.7261, 18.08
O, 1.1926, -16.22, 26.7457
O, -40.8044, -8.4504, 15.971
O, 24.1749, -13.8166, 19.1575
O, 11.2219, 18.0234, 23.2074
O, 40.668, 36.5457, 17.9701
O, 25.8187, -17.7782, 17.9658
O, -3.5794, 6.7355, 24.3188

Results
free energy: -151517.419 eV
free energy less fixed offsets of O -568.88, Si -635.61 eV per atom: 6.391 eV

Forces (eV/angstrom), in the order of the atoms: element, x, y, z
Si, 0.0137, -0.0277, -0.0002
Si, -0.0111, 0.0207, -0.0005
Si, -0.0571, 0.0265, 0.0351
Si, -0.0618, 0.0294, -0.0302
Si, -0.0392, 0.0584, 0.0063
Si, 0.0268, 0.0296, -0.0194
Si, -0.0921, 0.0503, -0.0221
Si, -0.0028, -0.0204, 0.0432
Si, -0.0561, -0.0543, -0.1085
Si, 0.032, -0.0153, 0.2139
Si, 0.0429, 0.17, 0.041
Si, -0.2021, 0.0048, -0.1349
Si, -0.0994, 0.2377, 0.0271
Si, -0.1883, -0.0584, -0.077
Si, 0.0809, 0.0346, 0.0002
Si, 0.0443, 0.1038, 0.0899
Si, -0.2247, -0.0648, 0.1799
Si, 0.3937, -0.2594, -0.0657
Si, 0.162, -0.1626, -0.1592
Si, -0.2566, 0.3519, 0.161
Si, 0.2023, -0.1732, -0.2584
Si, 0.0741, -0.161, 0.2825
Si, 0.0266, 0.1594, -0.0773
Si, -0.0778, -0.1737, -0.0726
Si, 0.0261, 0.0219, -0.0184
Si, 0.0704, -0.1006, 0.0179
Si, 0.0859, -0.082, -0.0172
Si, -0.0468, 0.0242, 0.0279
Si, 0.1054, -0.0958, 0.0267
Si, -0.0621, 0.0193, -0.021
Si, -0.0338, 0.089, 0.0305
Si, 0.0754, -0.0345, -0.0353
Si, 0.0041, -0.0001, -0.0001
Si, 0.0163, -0.0096, -0.0043
Si, 0.0035, -0.005, 0.0007
Si, -0.0001, 0.0041, -0.0002
Si, -0.0087, -0.0075, 0.0056
Si, -0.0037, 0.0009, 0.0013
Si, 0.0034, 0.0043, 0.001
Si, 0.0042, 0.0029, 0.0013
Si, -0.0021, 0.0045, -0.0018
Si, -0.0036, -0.0014, -0.007
Si, -0.0089, -0.0067, -0.0054
Si, -0.0029, 0.0019, 0.0038
Si, -0.0003, -0.0021, 0.0027
Si, -0.0051, 0.0026, -0.0084
Si, -0.011, -0.0084, 0.0111
Si, 0.0222, -0.0093, 0.0205
Si, 0.0032, 0.0009, 0.0009
Si, 0.0167, 0.0025, -0.0052
Si, -0.0003, -0.0006, -0.0011
Si, -0.0011, -0.0014, 0.0102
Si, -0.0006, 0.0008, -0.0041
Si, 0.0018, -0.0017, 0
Si, 0.0112, 0.0032, -0.0072
Si, 0.0083, -0.0056, 0.0089
Si, 0.0052, 0.0058, -0.0017
Si, -0.0072, -0.0058, -0.0083
Si, 0, -0.0009, -0.0035
Si, -0.0022, -0.0003, 0.0002
Si, 0.0017, -0.0041, 0.0034
Si, 0.0037, 0.0012, -0.0004
Si, -0.0037, 0.0052, 0.0011
Si, -0.0038, 0.0025, 0.0074
Si, -0.0039, 0.0002, 0
Si, 0.0025, -0.0039, 0.0019
Si, 0.0017, 0.0018, -0.0018
Si, 0.0041, 0.0053, 0.0031
Si, -0.0014, 0.0011, -0.0007
Si, -0.0007, -0.0004, -0.0022
Si, 0.0056, -0.0001, -0.0057
Si, -0.0017, 0.0042, -0.0035
Si, 0.0001, 0.0021, 0.0004
Si, -0.0038, -0.0019, -0.0018
Si, -0.0011, -0.0011, -0.0014
Si, -0.0035, -0.0018, -0.0026
Si, -0.0012, -0.0018, -0.0031
Si, -0.0001, 0.0009, -0.0006
Si, 0.0019, 0.0036, -0.0031
Si, 0.0012, -0.0026, -0.0003
Si, -0.0013, -0.0009, -0.0003
Si, -0.0002, -0.0006, -0.0001
Si, 0.0003, -0.0008, -0.0008
Si, 0.0001, 0.0029, 0.0006
Si, -0.0023, 0.0014, 0
Si, 0.0009, 0.0008, -0.0001
Si, -0.0002, 0.0006, -0.0003
Si, -0.0006, -0.0017, -0.0011
Si, 0.0016, -0.0031, 0.0011
Si, 0.0011, 0.0001, 0.0011
Si, 0.0018, -0.0018, 0.0026
Si, 0.0014, -0.0023, 0.0017
Si, 0.0011, -0.0011, 0.0007
Si, -0.0005, -0.0012, 0.0013
Si, 0.0023, 0.0015, -0.0016
Si, 0.0017, -0.0004, -0.0012
Si, -0.0012, -0.0014, 0.0055
Si, 0.0001, -0.0003, -0.0108
Si, -0.0054, 0.001, -0.0095
Si, 0.0067, -0.0002, -0.0071
Si, 0.0024, -0.0014, -0.0036
Si, -0.004, -0.0004, -0.0008
Si, 0.0161, -0.0005, -0.0088
Si, 0.006, 0.0022, 0.0091
Si, -0.0041, -0.0037, 0.0024
Si, 0.0072, -0.0026, -0.0038
Si, 0.0011, 0.0092, 0.0026
Si, -0.0001, 0.004, -0.0024
Si, 0.0046, -0.0018, 0.0059
Si, 0.0052, -0.0085, 0.0002
Si, -0.0061, -0.0019, 0.0008
Si, -0.0092, -0.0107, -0.0061
Si, 0.0045, 0.0037, -0.0034
Si, -0.0005, 0.0016, 0.0016
Si, 0.0008, -0.0056, -0.0039
Si, -0.011, -0.0029, -0.0007
Si, 0.0018, 0.0038, -0.0008
Si, -0.0025, 0.0024, 0.0019
Si, -0.0056, -0.004, 0.0082
Si, -0.0008, 0.0029, -0.0048
Si, -0.0056, -0.004, 0.0072
Si, 0.0054, -0.0001, 0.0018
Si, 0.0046, 0.0076, 0.0004
Si, 0.0094, -0.0004, -0.0154
Si, 0.0021, 0.0037, 0.002
Si, 0.0093, -0.0105, 0.0016
Si, -0.0004, 0.0002, 0.0052
Si, -0.0088, -0.0066, 0.0014
O, -0.0015, -0.0015, -0.002
O, 0.0005, 0.0003, 0.0023
O, 0.0034, -0.0021, 0.0031
O, 0.0017, 0.0034, -0.004
O, 0.0003, -0.0002, 0.0016
O, -0.0005, 0.0056, 0.0006
O, 0.0002, -0.003, -0.0009
O, 0.0001, -0.0115, -0.0037
O, 0.0006, -0.0002, -0.0012
O, 0.0009, 0.0024, -0.0026
O, 0.0006, -0.0001, -0.0023
O, 0.0007, 0.0017, -0.0009
O, 0.013, -0.002, 0.0035
O, 0.0009, -0.0002, -0.0003
O, 0.0005, 0.0003, 0.0004
O, -0.0012, 0.0015, 0.0015
Si, -0.0022, 0.0032, -0.0006
Si, 0.0009, 0.002, -0.002
Si, -0.0001, 0.0012, -0.0011
Si, 0.0112, 0.0096, 0.004
Si, -0.0002, 0.0039, -0.0014
Si, -0.0015, 0.0024, 0.0082
Si, 0.0145, 0.0065, -0.0018
Si, -0.0241, -0.0033, 0.0023
Si, -0.009, -0.015, 0.0034
Si, -0.0047, 0.0068, -0.0009
Si, -0.0004, 0.0025, 0.0004
Si, -0.006, -0.0064, -0.0098
Si, -0.0164, -0.0006, 0.0038
Si, 0.0027, -0.0023, -0.0029
Si, -0.0005, -0.005, 0.0017
Si, 0.006, 0.0013, 0.006
Si, -0.0001, 0.0005, 0.0045
Si, -0.0053, 0.0171, -0.0009
Si, -0.0004, 0.0007, 0.0005
Si, 0.0006, -0.0024, -0.0041
Si, -0.0014, 0.0047, 0.0018
Si, 0.0021, -0.0015, 0.0049
Si, -0.0055, -0.0026, -0.0046
Si, -0.0044, 0.0026, -0.0011
Si, 0.0008, -0.0004, 0.0035
Si, -0.0032, 0.0001, -0.0015
Si, 0.0014, 0.0009, -0.0088
Si, -0.0021, -0.0018, 0.0027
Si, -0.003, -0.0034, 0.0042
Si, -0.0004, 0.0013, -0.0069
Si, 0.001, -0.0005, -0.0013
Si, -0.0157, 0.0289, -0.0132
Si, 0.0024, 0.0238, -0.0042
Si, -0.0042, -0.0074, 0.0009
Si, 0.0002, 0.0064, -0.0029
Si, 0.0005, 0.0005, -0.0011
Si, -0.0022, 0, -0.0043
O, 0.0042, 0.0007, 0.0018
O, -0.0007, 0.0032, -0.0003
O, 0.0016, 0.0003, -0.0012
O, -0.002, 0.002, 0.0002
O, -0.0004, 0.0006, -0.0008
O, 0.0008, -0.0032, -0.002
O, 0.0015, 0.0019, -0.005
O, -0.0009, 0.0024, -0.0002
O, 0.0035, -0.0021, 0.0006
O, 0.0007, -0.0003, -0.0013
O, 0.0024, -0.0007, -0.0055
O, 0.0001, 0.0009, -0.0012
O, 0.0008, 0.0003, 0.0006
O, 0.0016, -0.0033, -0.0006
O, -0.0006, -0.0012, -0.0004
O, -0.0005, 0.0018, 0.0001
O, 0.0017, -0.0014, 0.0004
O, -0.0007, 0.0016, -0.0014
O, 0.0015, 0.0002, -0.0006
O, 0.0002, -0.0015, -0.0015
O, 0.0008, 0.0056, -0.0038
O, 0.0002, 0.0009, -0.001
O, -0.0008, -0.0014, 0
O, -0.0031, 0.0005, 0.0017
O, 0.0012, 0, 0.0009
O, -0.0007, -0.0035, 0.0015
O, -0.0009, 0.0027, 0.0004
O, -0.0031, 0.0013, -0.0011
O, 0.0064, 0.0077, -0.0032
O, 0.0021, 0.0004, -0.0001
O, -0.0006, 0.0001, 0.0016
O, -0.0024, 0.0027, -0.0046
O, 0.0015, 0.0027, -0.0026
O, -0.0002, -0.0007, -0.0012
O, -0.0028, -0.0061, 0.0129
O, 0.001, 0.0019, -0.0032
O, -0.0002, 0.0013, 0.0039
O, 0.0017, 0.0011, -0.0033
O, -0.0029, -0.0004, -0.0017
O, 0.0012, -0.0013, -0.0018
O, 0.0008, 0.0037, 0.0029
O, 0.0005, -0.0007, 0.0011
O, -0.0005, -0.001, -0.0026
O, 0.0025, -0.0055, -0.003
O, 0, -0.002, 0.0008
O, -0.0075, 0.0031, 0.0004
O, 0.0114, 0.0013, 0.0009
O, 0.0006, -0.0006, -0.0026
O, 0.0044, 0.0027, -0.0029
O, 0.0012, -0.0014, -0.0008
O, 0.0022, -0.0029, -0.005
O, -0.0027, -0.0041, 0.0006
O, -0.0034, 0.0044, 0.0047
O, 0.0004, 0.0007, -0.0007
O, -0.0004, 0.0002, -0.0002
O, 0.0038, 0.002, -0.0039
O, -0.0018, -0.0007, 0.0015
O, -0.0001, 0.001, 0.0013
O, -0.0018, -0.0031, -0.002
O, -0.001, 0.0001, 0.0076
O, 0.0011, 0.0004, -0.0014
O, 0.0063, 0.0001, -0.0011
O, 0.0006, 0.0031, 0.0014
O, -0.0003, 0.0072, 0.0018
O, 0.0021, 0.0044, 0.0018
O, -0.0013, 0.0012, -0.0069

The program warned: the cutoff lies below the one the program advises for these potential files; the forces do not sum to zero within the program's tolerance; the exchange-correlation potential is rough where the density is thin.
